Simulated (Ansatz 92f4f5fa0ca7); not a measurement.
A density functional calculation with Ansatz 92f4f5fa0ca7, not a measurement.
Periodic cell of 264 atoms, Si152O112, from a study of silicon, its oxide and their interface. The atomic structure is a simulated model.
This geometry differs little from another in the collection (a relaxation step or a small displacement).

Settings
functional: r2SCAN
potential files: Ansatz PAW
basis: plane waves
wave-function cutoff: 800 eV
density cutoff ratio: 5
exchange-correlation grid ratio: 1
k mesh: 1 x 1 x 1, shifted by 0.5 0.5 0 of a step
self-consistency stop: 1e-10 eV per atom in the density residual
occupations: fixed
spin: none
net charge: 0

Cell vectors (angstrom)
a, 10.887, 0, 0
b, 0, 10.887, 0
c, 0, 0, 37.8768

Atoms: element, x, y, z (angstrom)
Si, -0.3312, 0.26, 0.0593
Si, 2.5645, 2.3101, 0.2254
Si, -0.3934, 5.7201, -0.1063
Si, 2.9668, 7.8272, 0.3349
Si, 4.995, 0.1571, 0.1717
Si, 8.2424, 2.3957, 0.0536
Si, 5.0455, 5.4415, 0.1793
Si, 8.0221, 7.7374, -0.1909
Si, 1.1127, 1.2347, 1.6409
Si, 3.7954, 3.9568, 1.4127
Si, 1.1833, 6.7512, 1.364
Si, 4.0528, 9.4345, 1.5792
Si, 6.6808, 1.2778, 1.388
Si, 9.451, 4.0453, 1.2529
Si, 6.6797, 6.6395, 1.3937
Si, 9.305, 9.4206, 1.0928
Si, -0.1349, 2.774, 2.8081
Si, 2.6154, -0.0914, 2.8628
Si, -0.1552, 8.1917, 2.6279
Si, 2.5398, 5.3928, 2.7687
Si, 5.3193, 2.6798, 2.7218
Si, 8.0813, -0.1069, 2.6627
Si, 5.4601, 8.0804, 2.8267
Si, 8.1136, 5.3533, 2.711
Si, 1.2701, 4.0604, 4.1804
Si, 4.0221, 1.3159, 4.1235
Si, 1.2254, 9.4467, 4.1202
Si, 3.9964, 6.7445, 4.0888
Si, 6.7222, 4.0291, 4.0709
Si, 9.4077, 1.3172, 4.0595
Si, 6.8077, 9.4712, 4.1383
Si, 9.4684, 6.7783, 4.0372
Si, -0.0601, 0.0043, 5.4446
Si, 2.6957, 2.7073, 5.4798
Si, -0.0567, 5.4708, 5.4697
Si, 2.6533, 8.1223, 5.4507
Si, 5.4243, -0.0275, 5.4569
Si, 8.0831, 2.6806, 5.4434
Si, 5.4039, 5.416, 5.4409
Si, 8.1779, 8.131, 5.4726
Si, 1.3405, 1.3418, 6.8088
Si, 4.0807, 4.0651, 6.8285
Si, 1.3386, 6.7871, 6.8449
Si, 4.0493, 9.5015, 6.7838
Si, 6.7733, 1.3377, 6.8369
Si, 9.482, 4.0679, 6.7767
Si, 6.792, 6.7779, 6.7943
Si, 9.5268, 9.5152, 6.8324
Si, 0.0063, 2.7488, 8.1324
Si, 2.7439, 0.0091, 8.1603
Si, 0.0333, 8.1905, 8.2
Si, 2.7489, 5.4548, 8.1756
Si, 5.461, 2.7323, 8.1978
Si, 8.1837, 0.0116, 8.1779
Si, 5.4578, 8.1755, 8.1282
Si, 8.1763, 5.443, 8.1599
Si, 1.3943, 4.0847, 9.5003
Si, 4.1184, 1.3597, 9.5385
Si, 1.4175, 9.5553, 9.5456
Si, 4.1365, 6.831, 9.5078
Si, 6.857, 4.0933, 9.5428
Si, 9.5702, 1.3952, 9.5088
Si, 6.8239, 9.5263, 9.5017
Si, 9.5557, 6.8071, 9.5201
Si, 0.071, 0.0731, 10.8719
Si, 2.7672, 2.7488, 10.8697
Si, 0.08, 5.4696, 10.8621
Si, 2.8372, 8.2237, 10.8812
Si, 5.5299, 0.023, 10.8887
Si, 8.2529, 2.7537, 10.9032
Si, 5.5276, 5.505, 10.8668
Si, 8.2108, 8.1998, 10.8603
Si, 1.4402, 1.4087, 12.273
Si, 4.1738, 4.1236, 12.1661
Si, 1.471, 6.8509, 12.1786
Si, 4.2036, 9.5748, 12.2841
Si, 6.9336, 1.3535, 12.254
Si, 9.6528, 4.1079, 12.2546
Si, 6.8843, 6.8641, 12.2618
Si, 9.5783, 9.5988, 12.1761
Si, 0.1204, 2.7702, 13.6752
Si, 2.8443, 0.0728, 13.6194
Si, 0.1195, 8.2833, 13.448
Si, 2.87, 5.5147, 13.5186
Si, 5.5494, 2.7646, 13.4961
Si, 8.3282, 0.0288, 13.6749
Si, 5.604, 8.2676, 13.6766
Si, 8.3201, 5.5226, 13.5597
Si, 1.5531, 4.1664, 14.9197
Si, 4.2188, 1.4548, 14.9418
Si, 1.449, 9.5874, 14.895
Si, 4.2185, 6.8701, 14.9287
Si, 6.9973, 4.0727, 14.8127
Si, 9.7404, 1.3644, 15.1002
Si, 6.9889, 9.5758, 15.1247
Si, 9.7111, 6.9424, 14.8265
Si, 0.0702, -0.2083, 16.4843
Si, 3.1719, 3.1062, 16.2588
Si, 0.4158, 5.8134, 16.093
Si, 2.5732, 8.0161, 16.1703
Si, 5.8045, 0.381, 16.2885
Si, 8.0658, 2.5279, 16.2378
Si, 5.4642, 5.2473, 16.062
Si, 8.7211, 8.4479, 16.3293
Si, -9.8113, 5.7308, 35.0006
Si, -7.5704, 9.6867, 24.2667
Si, 4.8172, 6.1848, 22.7299
Si, 1.7039, -12.8975, 21.5655
Si, 25.0899, 30, 31.5382
Si, 9.5603, 15.2141, 18.3227
Si, 11.4841, 4.2116, 20.5939
Si, 5.1671, 3.4696, 26.35
Si, 37.6488, -7.5294, 21.4878
Si, 4.7439, 3.1408, 29.4677
Si, -4.0614, 6.7668, 24.7817
Si, 10.2847, 7.0489, 21.4986
Si, 13.7372, 30.1658, 26.9976
Si, 10.4672, 45.258, 21.5946
Si, 4.564, 0.7801, 35.3158
Si, 32.2545, 25.5955, 25.4506
Si, 26.2749, 9.3308, 18.1276
Si, 25.8705, 27.1056, 31.3613
Si, 12.5223, 31.3313, 29.3764
Si, 14.9667, 6.1121, 25.5639
Si, -15.6013, 9.4887, 25.0807
Si, 27.1485, -22.8903, 28.0598
Si, 1.7732, 23.9157, 25.8666
Si, 21.4387, -9.8445, 24.3325
Si, 3.1691, 1.0758, 28.4766
Si, 18.633, 33.7077, 24.7762
Si, 7.9083, 14.0408, 26.8597
Si, -4.6835, 29.6637, 34.9646
Si, 18.758, 13.8989, 22.4385
Si, 5.5528, -0.9196, 32.9865
Si, 2.9025, 13.725, 19.3905
Si, 7.3264, 21.2159, 30.4366
Si, 17.0093, 14.3368, 35.8486
Si, 21.7799, 12.6247, 32.9744
Si, -7.9049, -2.9239, 35.3943
Si, 23.265, 11.9717, 35.7167
Si, -1.7271, 5.5661, 23.7737
Si, 22.7152, 8.1065, 33.3682
Si, -2.4887, 17.8374, 19.1666
Si, -5.1339, 17.7557, 18.491
Si, 11.9743, 22.1356, 19.5256
Si, 21.0906, -0.9922, 31.4728
Si, 23.0292, 4.1898, 32.4479
Si, 14.8771, 18.6059, 20.4016
Si, 17.5118, 5.1372, 33.3658
Si, 9.2466, 25.744, 32.1441
Si, 3.9472, 23.689, 24.0966
Si, -3.2845, 2.4641, 29.8961
O, -15.2339, 3.8905, -3.5044
O, 11.4406, 1.2798, -3.4569
O, 8.5953, 5.3617, -18.8101
O, 5.5528, 4.7353, -1.2098
O, 16.4773, 8.2342, -20.2614
O, 4.7729, -1.9062, -13.4518
O, 5.3347, 15.9294, -5.5007
O, 18.6724, 12.526, -11.5916
O, -7.4239, 13.0467, -8.2286
O, 8.681, -1.2928, -6.8969
O, 9.7675, 20.4968, -21.0683
O, 4.0414, 28.4581, -0.1668
O, 5.607, 28.4002, -12.0242
O, 2.0082, 8.8105, -3.489
O, 9.2723, 6.7302, -0.57
O, 32.9192, 20.4095, -7.6723
O, 1.5365, -0.9154, 20.398
O, 13.3312, 7.6549, 20.7927
O, -6.3463, 26.6418, 21.8516
O, 17.177, 6.1608, 23.3754
O, 13.9796, -1.98, 17.4491
O, 19.5863, 14.0974, 17.569
O, 8.5789, 15.282, 22.8318
O, 15.2289, -6.6987, 16.5374
O, 8.0861, 15.88, 32.6496
O, 6.9105, 1.4896, 16.7683
O, 8.4718, 7.6407, 17.7157
O, 12.3746, 6.9037, 16.7097
O, -4.2032, 14.9006, 26.2352
O, -5.8689, -0.1106, 17.6558
O, -6.3314, 0.2572, 28.3004
O, 46.0526, 31.0408, 22.9292
O, 2.5539, 2.6119, 24.5261
O, 4.2275, 19.5305, 27.8373
O, 9.3421, 6.7973, 22.771
O, -18.8093, 6.8855, 26.427
O, 2.7576, 1.7422, 27.0599
O, 32.4054, 8.9857, 32.7533
O, 10.5307, 16.0277, 17.3411
O, 17.0547, 27.486, 17.4679
O, 4.7855, 18.3678, 21.7747
O, 4.0494, 4.5709, 26.0154
O, 9.6344, -8.1227, 33.1853
O, 21.8856, 11.6322, 22.8051
O, -10.439, 24.8555, 21.7398
O, -14.9117, 28.8912, 19.6394
O, -6.7803, 6.9136, 31.0596
O, 6.1758, -1.0946, 26.6666
O, 10.4796, 3.6627, 19.4464
O, 13.6386, 2.7518, 17.7834
O, 6.3396, 32.2847, 31.6977
O, 33.4605, 11.0223, 17.9286
O, 20.1612, 25.6732, 26.498
O, 15.2987, 2.3704, 22.6346
O, 22.5971, 0.862, 25.4529
O, 24.4031, 37.4779, 31.8641
O, 15.242, -4.2841, 19.2712
O, 2.5979, 20.2457, 25.6986
O, 32.3987, 11.8144, 20.1966
O, 0.2237, 16.5846, 21.1057
O, 21.3144, 11.4144, 32.0023
O, 23.6774, 32.8448, 28.898
O, -1.9905, 23.816, 21.672
O, -8.6207, 23.197, 19.8276
O, 7.1122, 18.9129, 36.3283
O, 4.267, 19.9771, 32.5165
O, 6.5654, 17.3894, 34.2227
O, 15.9302, 13.9361, 27.8917
O, -6.4954, -18.8197, 20.0309
O, 22.685, 3.4444, 26.293
O, 21.5757, -17.0439, 31.8605
O, 24.7329, 22.3465, 35.2692
O, 12.6878, -30.2336, 36.6319
O, 17.4318, 9.0771, 33.9156
O, 34.2944, 19.4795, 28.0609
O, 20.2997, 23.1218, 37.4472
O, 4.3662, 37.2854, 29.9397
O, 5.0038, 24.0426, 25.2795
O, -10.2225, 10.9108, 36.6503
O, 14.5237, 22.1265, 24.1227
O, -8.3171, -2.3041, 36.8256
O, 10.5433, 5.139, 24.5217
O, 12.0895, 24.3506, 32.2413
O, 7.2276, 30.1009, 24.7406
O, 6.4606, -1.3223, 29.2671
O, 22.0274, 6.8634, 34.1567
O, 18.3143, 2.2757, 23.7906
O, -13.5756, 5.9777, 25.0059
O, -1.4464, 18.4517, 20.2154
O, 8.6452, 3.2306, 30.8443
O, -4.8372, 13.5812, 30.3119
O, 11.1773, 8.2817, 21.9951
O, -6.5137, 9.1721, 19.7405
O, 2.0896, 15.0092, 19.9787
O, 25.5349, 6.2503, 23.971
O, 12.1489, 4.4439, 34.0577
O, 6.6057, 43.5313, 24.4063
O, 16.1506, -0.18, 36.4552
O, 15.8768, -8.579, 35.6714
O, 7.4534, 2.914, 36.5998
O, -3.0363, 13.9707, 28.448
O, 17.4843, 3.2605, 21.4766
O, -0.7087, 2.6195, 24.406
O, 13.7831, 20.0597, 30.314
O, -1.7202, 0.2647, 24.5932
O, 18.7288, 11.7572, 29.8879
O, 1.9361, 7.6509, 32.174
O, 15.476, -2.8805, 35.1997
O, 11.2127, -5.5939, 36.3637
O, 15.9842, 0.3612, 33.8557
O, 3.7725, 12.117, 37.9209
O, 2.5297, 6.395, 35.3005

Results
free energy: -161105.659 eV
free energy less fixed offsets of O -570.45, Si -639.56 eV per atom: -2.139 eV

Forces (eV/angstrom), in the order of the atoms: element, x, y, z
Si, 0.0016, 0.0001, -0.0051
Si, -0.0002, -0.0003, -0.0032
Si, 0.0007, -0.0006, -0.0047
Si, 0.0003, 0.0004, -0.004
Si, 0.0007, -0.0012, -0.003
Si, -0.0005, -0.0004, -0.0045
Si, 0.0007, -0.0008, -0.0039
Si, -0.0001, 0.0005, -0.0043
Si, 0.0006, 0.0001, 0.0008
Si, -0.0002, -0.0007, 0
Si, -0.0003, -0.001, -0.0002
Si, 0.0009, 0.0008, -0.0012
Si, -0.001, -0.0009, -0.0011
Si, 0.0004, 0.0005, 0.0004
Si, 0.0005, -0.0009, -0.0017
Si, -0.0009, -0.0013, -0.0015
Si, 0.0001, 0.0006, -0.0023
Si, 0.0007, -0.0003, 0.0001
Si, -0.0009, -0.0015, -0.0022
Si, -0.0012, 0.0003, 0.0003
Si, 0.0008, -0.0007, -0.0021
Si, 0.0002, -0.0021, 0.0003
Si, 0.0015, -0.001, -0.0011
Si, 0.0014, -0.0006, -0.0018
Si, 0.0003, -0.0003, 0.0012
Si, 0.0004, 0.0004, -0.0007
Si, -0.0004, -0.0018, -0.001
Si, -0.0001, -0.0013, 0.0013
Si, 0.0002, -0.0008, 0.0011
Si, 0.0003, -0.0003, 0.0001
Si, 0.0003, 0.0006, -0.0009
Si, 0.0002, 0.0002, -0.0004
Si, -0.0009, -0.0012, -0.0013
Si, 0.0002, -0.001, 0.0003
Si, 0.0002, -0.0008, -0.0005
Si, 0.0001, -0.0008, -0.0018
Si, 0.0002, -0.0003, -0.0009
Si, -0.0003, -0.0009, -0.0012
Si, -0.0005, -0.0005, -0.0012
Si, 0.0001, -0.0006, 0
Si, 0.0001, -0.0008, -0.0002
Si, 0, -0.0007, 0.0001
Si, 0, -0.0009, -0.0005
Si, 0.0004, -0.0006, -0.0012
Si, 0.0004, -0.0004, 0.0001
Si, 0.0003, -0.0008, -0.0013
Si, 0.0001, -0.0007, -0.0007
Si, 0.0003, -0.0006, 0
Si, -0.0002, -0.0011, 0.0002
Si, -0.0005, -0.0015, 0.0003
Si, -0.0003, -0.0009, -0.0007
Si, 0, -0.0012, -0.0005
Si, 0.0001, -0.001, -0.0003
Si, -0.0002, -0.0015, -0.0003
Si, -0.0004, -0.0012, 0.0001
Si, -0.0002, -0.0014, 0
Si, -0.0002, -0.0011, 0
Si, 0, -0.0012, 0.0005
Si, 0.0006, -0.0004, 0.0003
Si, 0.0003, -0.0004, 0.0001
Si, 0.0004, -0.0008, 0.0002
Si, 0.0005, -0.0002, -0.0001
Si, 0.0003, -0.0011, 0.0004
Si, 0.0003, -0.0011, 0.0005
Si, -0.0002, -0.0014, -0.0007
Si, 0.0001, -0.0007, 0
Si, -0.0001, -0.001, -0.0002
Si, -0.0006, -0.0009, -0.0007
Si, -0.0005, -0.001, -0.0002
Si, 0.0001, -0.0011, -0.0002
Si, -0.0005, -0.0003, -0.0008
Si, 0.0004, 0, -0.0001
Si, -0.0006, 0.0009, -0.0002
Si, -0.001, -0.0006, 0
Si, 0.0006, -0.0015, -0.0008
Si, 0.0005, 0.0001, -0.0006
Si, 0.0004, -0.0017, 0.0006
Si, 0.0004, -0.0011, -0.0003
Si, -0.0004, -0.0003, 0.0002
Si, 0, -0.0005, -0.0006
Si, 0.0009, -0.0011, 0.0008
Si, -0.0003, -0.0006, -0.0011
Si, -0.0001, -0.0004, -0.001
Si, 0.0004, -0.0006, -0.0009
Si, -0.0006, -0.0003, 0.0009
Si, -0.0002, -0.0014, 0.0008
Si, -0.0001, -0.0016, 0.0004
Si, -0.0002, -0.0012, -0.001
Si, -0.0009, -0.0022, 0.0004
Si, -0.001, -0.0018, -0.0016
Si, -0.0005, 0.0004, 0.0009
Si, -0.0002, -0.0009, -0.0006
Si, 0.0006, -0.001, 0.0003
Si, 0.0018, -0.0014, 0.0008
Si, -0.0011, 0.0007, -0.0005
Si, -0.0007, -0.0014, -0.0001
Si, 0.0014, -0.0014, 0.0027
Si, 0.0001, -0.001, 0.0022
Si, -0.0004, -0.0016, 0.004
Si, 0.0001, 0.0012, 0.0009
Si, -0.0009, 0.0001, 0.0029
Si, -0.0002, -0.0011, 0.0037
Si, 0.0006, -0.001, 0.0026
Si, 0.0008, -0.0021, 0.0045
Si, 0.0002, 0.0001, -0.0044
Si, 0.001, 0.001, 0.0035
Si, 0.0006, 0, 0.0035
Si, 0.0005, 0, 0.0036
Si, 0.0007, 0.0007, -0.0014
Si, 0.0022, -0.0025, 0.0003
Si, 0.0002, -0.0009, 0.0029
Si, 0.0011, 0.0011, 0.0007
Si, 0.0008, -0.0006, 0.0021
Si, -0.0002, -0.0008, -0.0022
Si, 0.0011, -0.0002, 0.0009
Si, 0.0004, -0.0003, 0.002
Si, -0.0004, -0.0009, 0.0013
Si, -0.0009, -0.0006, 0.0024
Si, 0.0004, -0.0004, -0.0022
Si, 0.0003, 0.001, 0.0018
Si, 0.0008, -0.0028, 0.008
Si, 0.0009, 0.0017, -0.0013
Si, 0.0031, 0.0022, -0.0016
Si, 0.0007, -0.0008, -0.0001
Si, 0.0019, 0.0007, 0.0006
Si, 0.0013, 0.0009, -0.0004
Si, 0.0008, 0.0001, 0.0006
Si, -0.0001, -0.0001, 0.0012
Si, 0.0026, 0.0009, -0.0016
Si, -0.0019, -0.0005, 0.0012
Si, 0.0014, 0.0008, 0.0054
Si, 0.0014, 0.0002, -0.0009
Si, 0.0007, -0.0004, 0.0012
Si, 0.0028, 0.0003, -0.0017
Si, 0.0005, -0.0005, -0.0063
Si, 0.0012, 0.0011, -0.0019
Si, 0.001, 0.0006, -0.0036
Si, -0.0012, 0.0006, -0.0016
Si, 0.0011, 0.0003, -0.002
Si, -0.0003, 0.0009, -0.0028
Si, 0.0005, -0.0008, 0.0016
Si, -0.0002, 0.0006, -0.0021
Si, -0.0002, 0.0019, 0.0029
Si, 0.0001, -0.0003, 0.002
Si, 0.0002, -0.0016, 0.0024
Si, -0.0009, 0.0008, -0.0026
Si, 0.0006, 0.0053, -0.005
Si, 0, 0.0001, 0.004
Si, 0.0005, 0, -0.0033
Si, 0, -0.0001, -0.0039
Si, 0.0002, 0.0007, 0.003
Si, 0.0014, 0.0059, -0.0028
O, 0.0002, -0.0007, 0.0013
O, 0.0023, -0.0005, 0.0025
O, 0.0017, -0.0007, -0.0028
O, -0.0006, 0.0002, 0.0021
O, -0.0007, -0.0011, -0.0023
O, -0.0004, -0.0002, -0.0006
O, 0.0014, 0.0005, 0.0007
O, 0.0004, 0, -0.0042
O, 0.0024, 0.0005, -0.0021
O, 0.0022, 0.0001, 0.0008
O, -0.0006, -0.0011, -0.0012
O, 0.0006, -0.0011, 0.0026
O, 0.0018, -0.0006, -0.0044
O, 0.0005, -0.001, -0.0001
O, -0.0011, 0.0003, 0.0011
O, 0.0006, 0.0011, 0.0011
O, 0, 0.0009, -0.0019
O, 0.0022, 0, -0.0005
O, 0.0007, -0.0012, -0.0013
O, 0.0001, -0.0007, -0.0011
O, -0.0014, -0.0016, -0.0024
O, 0.0026, 0.0005, 0.0001
O, 0.0004, -0.001, -0.0025
O, 0.0002, -0.0016, -0.003
O, -0.0004, -0.0002, 0.001
O, -0.0004, -0.0028, -0.0018
O, -0.0005, -0.0019, -0.0034
O, -0.0008, -0.0009, -0.0009
O, 0.0008, -0.002, -0.0005
O, -0.0014, -0.0007, -0.0024
O, 0.0012, -0.0005, -0.0003
O, -0.0013, -0.0008, -0.0029
O, 0.0001, 0.0009, -0.0012
O, 0.001, 0.0021, -0.001
O, 0.0015, 0.0001, -0.0032
O, 0.0003, -0.0001, -0.0014
O, 0.0002, -0.0003, -0.0008
O, 0.0018, -0.0012, 0.001
O, -0.0022, -0.0036, -0.0012
O, -0.0004, -0.0009, -0.0029
O, 0.0005, 0, -0.0022
O, 0.0008, 0.0021, -0.0022
O, 0.0017, -0.0006, -0.0006
O, 0.0002, 0.0012, -0.0026
O, 0.0007, 0.0003, -0.0045
O, 0.0006, -0.0003, -0.0025
O, -0.0001, 0.0011, 0.0005
O, 0.0017, -0.0007, -0.0018
O, -0.0012, 0.0016, -0.0065
O, 0.0002, -0.0005, -0.0066
O, 0.0001, 0.0004, 0.0019
O, -0.0003, -0.0017, -0.0012
O, 0.0012, 0.0001, -0.0026
O, 0.0024, 0.0006, -0.0024
O, -0.0003, 0.0012, -0.0036
O, 0.0003, -0.0006, 0.0017
O, 0.0006, -0.0008, -0.0023
O, 0.0008, -0.0008, -0.0016
O, 0.0011, -0.0007, -0.0029
O, 0.0006, -0.0004, -0.001
O, 0.0007, 0.0021, 0.0009
O, 0.0008, -0.0031, -0.0002
O, 0.001, -0.0004, 0.0005
O, 0.0004, 0, -0.0026
O, 0.0014, -0.0002, 0.0021
O, 0.0006, 0.0003, 0.0013
O, 0.0001, 0.0009, 0.0012
O, 0.0009, 0.0019, 0.0007
O, -0.0002, -0.0004, -0.0025
O, 0.0001, -0.0001, -0.0029
O, 0.0009, -0.0014, 0.0014
O, -0.0008, 0.0011, 0.0016
O, 0.0012, 0.0004, 0.0024
O, 0.0007, -0.0013, 0.001
O, 0.0033, 0.0005, 0.0008
O, 0.0005, -0.0007, 0.0013
O, 0, -0.0001, 0.0008
O, -0.0008, -0.001, -0.0018
O, -0.0004, 0.001, 0.0009
O, 0.0002, 0.0016, -0.0014
O, 0.0004, -0.0017, 0.0018
O, 0.0004, 0.0004, -0.0024
O, 0.0005, 0.0034, 0.0003
O, -0.0004, 0.0005, -0.0015
O, 0.0009, 0.0028, 0
O, 0.0011, 0.0005, 0.0013
O, 0.0013, 0.0005, -0.0027
O, 0.0009, -0.0006, -0.0028
O, -0.0009, -0.0003, -0.0043
O, 0.0013, 0.0032, 0.002
O, 0.0013, 0.0015, -0.0005
O, 0.0014, -0.0006, -0.0001
O, 0.0005, -0.0001, -0.0025
O, 0.0001, -0.0014, -0.0008
O, 0.0012, 0.0004, -0.0037
O, 0.0003, 0.001, 0.0007
O, 0.0017, 0.0008, 0
O, 0.0003, -0.0001, 0.0017
O, 0.0002, 0.0005, 0.0027
O, 0.0009, -0.001, 0.0033
O, 0.0012, -0.0003, 0.0026
O, -0.0009, 0.0005, -0.002
O, 0.0003, -0.0008, -0.0012
O, 0.0008, -0.0018, 0.0003
O, 0.0014, 0.0012, -0.0028
O, 0.001, 0.0037, 0.001
O, 0.0008, 0.0021, 0.0004
O, 0.0017, -0.0007, 0.0034
O, 0, 0.0017, 0.0035
O, 0.0007, 0.0005, 0.003
O, -0.0006, -0.001, 0.0033
O, 0.0013, 0.0015, 0.0011

The program warned: the cutoff lies below the one the program advises for these potential files; the forces do not sum to zero within the program's tolerance; empty levels may hold ghost states of the PAW files; the exchange-correlation potential is rough where the density is thin.
